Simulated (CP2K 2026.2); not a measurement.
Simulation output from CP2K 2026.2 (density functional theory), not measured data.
Periodic cell of 432 atoms, Si324O108, from a study of silicon, its oxide and their interface. The atomic structure is a simulated model.
Doubt: the forces sum to 1.45 eV/angstrom along one axis rather than to zero, so they err by at least 0.0033 eV/angstrom per atom on average; the grid cutoff is modest.

Settings
functional: PBE
method: Gaussian and plane waves
basis set: DZVP-MOLOPT-SR-GTH
pseudopotentials: GTH-PBE
grid cutoff: 350 Ry, relative cutoff 50 Ry
k points: Gamma only
occupations: fixed
spin: none
net charge: 0

Cell vectors (angstrom)
a 16.32 0 0
b 0 16.32 0
c -5.7085 2.4812 29.4916

Atoms and the computed forces on them: element, x, y, z (angstrom), force x, y, z (eV/angstrom)
Si 1.693 14.527 0.041 -0.355 0.382 0.759
Si 4.257 0.956 0.077 -0.13 0.239 0.682
Si -4.666 6.977 29.44 0.124 -0.182 0.719
Si 4.154 6.523 0.131 0.004 0.194 0.69
Si 1.276 9.856 0.062 0.004 -0.297 0.649
Si 3.993 12.394 0.271 0.279 -0.215 0.748
Si 6.623 15.222 0.198 0.072 -0.158 0.734
Si 4.094 3.521 29.441 -0.107 0.268 0.71
Si 6.314 4.264 0.017 0.202 -0.032 0.698
Si 9.047 7.008 0.004 0.411 -0.153 0.851
Si 6.928 9.321 0.096 -0.134 0.242 0.776
Si 9.875 12.064 0.049 -0.246 0.024 0.707
Si 12.048 15.138 0.065 0.184 -0.072 0.71
Si 9.457 3.71 29.446 -0.277 0.263 0.755
Si 12.322 4.293 0.067 -0.261 -0.214 0.708
Si 15.019 6.61 0.095 0.056 0.269 0.65
Si 12.121 9.883 0.035 -0.028 -0.324 0.705
Si 15.278 11.956 0.138 -0.08 0.098 0.77
Si 2.689 16.2 1.385 -0.065 -0.05 -0.077
Si 5.283 2.677 1.37 -0.006 -0.048 -0.044
Si 2.624 5.406 1.453 -0.004 -0.016 -0.035
Si 5.372 8.125 1.377 0.012 -0.028 -0.065
Si 2.748 10.89 1.536 -0.015 0.02 -0.035
Si 5.515 13.628 1.505 -0.011 0.016 -0.009
Si 8.212 16.388 1.411 0.038 0.008 -0.016
Si 10.93 2.725 1.202 0.002 0.02 -0.066
Si 7.998 5.384 1.318 -0.027 -0.024 -0.047
Si 10.859 8.153 1.15 -0.01 -0.007 -0.113
Si 8.187 10.919 1.296 0.036 -0.005 -0.045
Si 10.939 13.604 1.444 -0.01 0.012 -0.015
Si 13.642 16.339 1.301 -0.007 0.001 -0.022
Si -0.018 2.81 1.251 0.02 -0.029 -0.071
Si 13.595 5.503 1.556 0.029 0.021 -0.035
Si 0.013 8.208 1.258 0.012 0.036 -0.034
Si 13.634 10.92 1.466 0.012 0.014 -0.04
Si 0.069 13.544 1.425 0.021 0.022 -0.067
Si 1.331 1.372 2.626 0.006 0.022 0.04
Si 3.958 4.002 2.78 0.017 0.005 0.015
Si 1.32 6.865 2.728 -0.003 0.01 0.007
Si 4.083 9.474 2.792 0.031 -0.006 0.02
Si 1.386 12.245 2.867 -0.023 0.016 0.034
Si 4.08 14.949 2.822 -0.01 0.016 0.03
Si 6.8 1.433 2.719 -0.04 -0.007 0.017
Si 9.499 4.058 2.592 0.021 0.009 -0.01
Si 6.725 6.758 2.748 -0.004 -0.005 0.045
Si 9.542 9.505 2.635 0 -0.022 0.051
Si 6.876 12.228 2.757 0.005 -0.03 0.006
Si 9.512 14.948 2.753 -0.011 0.006 0.017
Si 12.267 1.393 2.659 -0.002 0.014 0.001
Si 14.966 4.058 2.759 0.016 -0.035 0.041
Si 12.16 6.897 2.705 -0.032 0.07 0.034
Si 14.975 9.487 2.735 0.018 -0.019 0.008
Si 12.304 12.29 2.813 0.005 0.005 0.014
Si 14.978 14.957 2.682 -0.028 -0.04 0.023
Si -0.011 16.342 4.037 0.036 0.004 -0.037
Si 2.644 2.654 4.12 -0.016 0.007 0.008
Si -0.008 5.458 4.086 0.006 0.004 -0.007
Si 2.701 8.15 4.136 -0.043 -0.006 -0.017
Si -0.012 10.857 4.132 0.011 0.011 -0.012
Si 2.741 13.606 4.193 -0.003 0.014 -0.005
Si 5.46 16.353 4.097 0.01 -0.008 -0.024
Si 8.173 2.764 4.063 -0.006 0 -0.01
Si 5.37 5.397 4.092 -0.018 0.015 -0.012
Si 8.159 8.148 4.034 0.016 0.008 -0.063
Si 5.474 10.865 4.091 -0.015 0.02 -0.021
Si 8.182 13.595 4.134 0.009 0.024 -0.007
Si 10.904 16.342 4.045 0.016 -0.001 -0.021
Si 13.59 2.712 4.09 0.007 -0.033 0.002
Si 10.83 5.447 4.001 -0.005 -0.031 -0.007
Si 13.571 8.177 4.091 0.033 -0.016 -0.004
Si 10.888 10.867 4.058 -0.03 -0.022 -0.042
Si 13.648 13.647 4.129 0.012 0.018 0.018
Si 1.372 15.009 16.239 -0.007 -0.036 0.022
Si 4.114 1.381 16.276 -0.022 0.015 -0.006
Si 1.335 4.093 16.184 0.006 -0.007 0.004
Si 4.124 6.834 16.244 0.012 0.002 0.016
Si 1.36 9.558 16.352 0.023 0.019 0.027
Si 4.031 12.225 16.288 0.004 0.001 0.002
Si 6.753 14.972 16.444 -0.019 0.037 0.045
Si 9.522 17.658 16.343 -0.023 -0.021 0.046
Si 6.785 4.071 16.279 -0.004 0.014 -0.002
Si 9.53 6.793 16.294 -0.02 0.037 0.021
Si 6.856 9.558 16.322 0.002 0.005 0.003
Si 9.466 12.265 16.478 0.009 0.018 0.018
Si 12.149 14.9 16.325 0.015 -0.038 -0.008
Si -1.418 17.638 16.297 -0.009 0.009 0.046
Si 12.279 4.067 16.303 -0.029 0.004 0.011
Si -1.338 6.791 16.334 0.011 -0.01 0.028
Si 12.3 9.518 16.292 0.046 -0.009 0.013
Si -1.358 12.223 16.263 -0.031 0.003 -0.004
Si 2.734 16.367 17.601 0.005 0.019 -0.037
Si 5.44 2.734 17.673 0.03 -0.015 0.017
Si 2.679 5.488 17.49 -0.013 -0.001 -0.051
Si 5.558 8.129 17.616 -0.02 -0.069 -0.005
Si 2.714 10.929 17.742 0 0.031 -0.012
Si 5.283 13.562 17.721 0.034 0.045 -0.014
Si 8.122 16.404 17.789 -0.02 -0.003 -0.054
Si 10.97 2.663 17.654 0.008 -0.007 -0.029
Si 8.131 5.432 17.621 -0.005 0.004 -0.024
Si 10.964 8.124 17.605 0.018 -0.013 -0.033
Si 8.061 10.911 17.849 -0.079 -0.017 0.037
Si 10.842 13.63 17.852 -0.001 0.025 0.023
Si -2.827 16.25 17.649 0.02 0.02 -0.037
Si -0.012 2.734 17.542 -0.009 0.017 -0.043
Si -2.651 5.367 17.693 0.02 -0.027 -0.011
Si 0 8.188 17.698 -0.011 0.002 0.015
Si -2.662 10.869 17.677 0.01 0.003 -0.028
Si 0.014 13.623 17.538 0.008 -0.029 -0.042
Si 1.383 17.767 18.881 0.011 0.056 0.056
Si 4.023 4.174 18.839 0.006 0.012 0.051
Si 1.349 6.746 18.948 -0.007 -0.02 0.071
Si 4.118 9.412 18.913 -0.035 0.016 0.036
Si 1.35 12.431 19.037 0.036 -0.016 0.006
Si 3.929 14.984 19.057 0.015 -0.071 0.001
Si 6.742 17.799 19.197 0.019 -0.02 0.053
Si 9.526 4.03 18.861 0.023 -0.021 0.003
Si 6.87 6.794 19.088 0.003 0.021 0.026
Si 9.643 9.519 18.963 0.025 0.047 0.038
Si 6.491 12.216 19.231 -0.027 -0.085 0.044
Si 9.443 15.043 19.219 0.021 0.026 0.056
Si 12.244 17.602 19.121 -0.031 -0.006 0.035
Si -1.325 3.941 19.058 -0.005 0.011 0.076
Si 12.328 6.748 19.003 0.003 0.041 0.012
Si -1.269 9.579 19.12 -0.011 0.03 0.045
Si 12.299 12.193 19.084 0.002 -0.01 0.054
Si -1.392 14.893 18.893 -0.033 -0.006 0.051
Si -0.048 16.374 20.051 0.011 0.022 -0.48
Si 2.496 3.062 20.187 0.055 -0.206 -0.765
Si 0.251 5.169 20.279 -0.246 0.068 -0.791
Si 2.961 7.855 20.199 -0.163 0.09 -0.774
Si -0.068 11.221 20.403 0.062 -0.199 -0.696
Si 2.167 14.173 20.481 0.19 -0.107 -0.633
Si 5.511 16.11 20.325 0.002 0.292 -0.735
Si 8.357 2.757 20.43 -0.294 0.033 -0.684
Si 5.138 5.658 20.242 0.247 -0.062 -0.756
Si 8.722 7.81 20.207 -0.356 0.072 -0.762
Si 5.039 10.708 20.611 0.023 0.156 -0.665
Si 7.705 13.891 20.346 0.048 -0.044 -0.804
Si 10.526 16.752 20.555 0.111 -0.289 -0.739
Si -2.296 2.2 20.39 -0.095 0.161 -0.739
Si 10.788 5.428 20.186 0.296 -0.076 -0.615
Si -2.876 8.356 20.312 0.218 -0.176 -0.779
Si 11.214 10.558 20.391 -0.151 0.191 -0.772
Si -2.385 13.312 20.334 -0.082 0.065 -0.689
Si -3.036 10.656 27.383 0.05 0.04 -0.051
Si 2.421 10.904 25.021 -0.033 -0.107 0.049
Si 4.017 17.806 22.438 -0.015 -0.014 -0.118
Si 8.213 7.674 22.994 -0.069 0.002 0.059
Si -0.554 13.305 24.422 0.11 -0.051 0.02
Si 6.646 10.177 23.206 0.116 0.01 -0.196
Si 10.446 10.137 25.929 0.059 0.169 0.063
Si -1.993 3.936 26.564 0.151 -0.057 0.099
Si 3.523 4.843 26.669 0.063 0.022 0.068
Si 5.181 10.005 25.702 0.019 0.08 0.125
Si 6.956 4.79 22.441 0.106 -0.083 -0.1
Si -3.303 13.766 23.193 -0.049 -0.095 -0.127
Si 8.187 15.638 24.496 0.117 -0.018 -0.058
Si 6.105 3.949 25.387 -0.007 -0.025 0.032
Si -4.038 2.508 25.027 0.006 -0.064 0.048
Si 11.215 16.185 23.614 -0.068 0.165 -0.127
Si 0.071 13.701 27.507 0.023 0.06 0.126
Si -3.786 4.039 22.388 0.016 -0.064 -0.16
Si 6.049 17.596 24.4 -0.045 0.068 -0.071
Si 4.591 7.759 27.429 -0.025 -0.031 0.055
Si 10.741 18.234 27.532 0.039 -0.065 0.012
Si -0.534 10.625 25.366 -0.065 0.069 0.179
Si -3.556 6.559 26.459 0.009 0.104 0.221
Si 0.669 5.525 26.623 -0.115 0.013 0.102
Si -1.656 6.409 22.391 0.039 0.019 -0.173
Si 2.344 10.112 22.095 0.078 0.152 -0.15
Si 9.963 7.197 25.439 -0.09 -0.033 0.07
Si 10.96 11.612 23.314 0.081 0.022 -0.117
Si 2.259 13.703 23.532 -0.09 0.003 -0.147
Si 8.146 5.323 27.28 0.029 -0.036 0.026
Si 3.431 16.281 24.74 -0.038 0.064 -0.019
Si 7.878 10.782 27.356 0.01 -0.053 -0.022
Si 8.266 16.332 27.478 0.149 0.067 0.195
Si 2.321 15.931 27.534 0.014 -0.059 0.136
Si -1.062 7.62 25.218 -0.042 -0.04 0.083
Si 8.345 12.884 23.222 -0.115 -0.072 0.031
Si 1.344 14.998 5.456 -0.003 0.007 -0.002
Si 4.072 1.354 5.463 -0.003 -0.008 -0.005
Si 1.333 4.081 5.454 0 -0.016 -0.01
Si 4.056 6.774 5.47 0.007 -0.02 0.004
Si 1.353 9.515 5.488 -0.007 0.001 0
Si 4.113 12.218 5.48 0.003 -0.002 0.002
Si 6.804 14.97 5.454 -0.018 -0.006 -0.002
Si 9.526 1.375 5.409 -0.008 -0.013 -0.013
Si 6.791 4.09 5.438 -0.002 0.012 -0.01
Si 9.499 6.788 5.41 0.011 0.017 -0.008
Si 6.826 9.502 5.438 -0.006 -0.009 -0.013
Si 9.546 12.221 5.451 0.003 -0.005 -0.005
Si 12.249 14.995 5.445 -0.002 -0.002 0
Si 14.95 1.351 5.439 0.013 -0.019 -0.008
Si 12.21 4.101 5.394 -0.023 0.022 -0.021
Si 14.923 6.791 5.439 0.008 0.015 -0.003
Si 12.235 9.538 5.454 -0.002 0.011 -0.002
Si 14.966 12.245 5.476 0.009 0.006 -0.002
Si 2.714 16.326 6.826 0.005 -0.007 0.002
Si 5.44 2.724 6.802 -0.004 -0.004 -0.004
Si 2.705 5.42 6.825 -0.001 0.005 0.001
Si 5.446 8.15 6.795 -0.004 -0.002 -0.007
Si 2.729 10.874 6.83 0 0.002 -0.003
Si 5.455 13.602 6.822 -0.008 0 -0.01
Si 8.174 16.333 6.789 0.003 -0.008 0.002
Si 10.871 2.736 6.778 0.009 -0.003 -0.005
Si 8.145 5.452 6.798 -0.015 0.006 -0.001
Si 10.868 8.149 6.779 0.007 -0.008 -0.005
Si 8.172 10.87 6.805 0.006 0.001 -0.007
Si 10.894 13.606 6.794 0.008 -0.002 -0.006
Si 13.602 16.328 6.82 -0.008 0.003 0.001
Si -0.024 2.72 6.804 -0.007 0.018 0.005
Si 13.567 5.434 6.79 0.01 -0.003 0
Si -0.026 8.147 6.808 0.009 -0.001 -0.011
Si 13.587 10.894 6.821 -0.007 0.012 0.002
Si 0.004 13.616 6.819 -0.002 0.001 -0.005
Si 1.351 1.372 8.17 0.009 0.01 -0.004
Si 4.084 4.076 8.172 0.008 0.014 0.001
Si 1.344 6.795 8.164 -0.013 -0.013 0.005
Si 4.096 9.511 8.167 -0.005 -0.002 0
Si 1.366 12.249 8.172 0.011 0.019 -0.003
Si 4.076 14.956 8.17 -0.016 -0.008 -0.006
Si 6.803 1.36 8.154 -0.012 0.004 -0.005
Si 9.509 4.086 8.147 0.003 0.006 0.002
Si 6.8 6.806 8.171 0.004 0.003 0.009
Si 9.524 9.508 8.161 -0.002 0.002 0
Si 6.817 12.236 8.165 -0.007 0.006 0.001
Si 9.524 14.962 8.148 -0.002 -0.006 -0.008
Si 12.228 1.375 8.151 0.014 -0.004 0.006
Si -1.388 4.078 8.153 -0.009 -0.016 0
Si 12.224 6.801 8.153 0.002 -0.008 0.005
Si -1.371 9.522 8.164 0.004 -0.008 -0.003
Si 12.231 12.25 8.176 0.009 0.007 0.002
Si -1.369 14.96 8.179 -0.007 -0.007 0.002
Si -0.006 16.325 9.528 0.004 -0.003 0.002
Si 2.72 2.723 9.528 0.004 0.006 0.007
Si -0.02 5.436 9.509 0.004 0 -0.004
Si 2.721 8.157 9.511 0.008 -0.003 -0.005
Si -0.008 10.887 9.518 -0.005 -0.006 -0.006
Si 2.723 13.602 9.535 0.006 0.001 0.004
Si 5.442 16.319 9.514 -0.003 -0.014 -0.004
Si 8.159 2.721 9.513 -0.001 -0.002 0.004
Si 5.445 5.44 9.526 -0.017 -0.002 0.001
Si 8.162 8.166 9.533 -0.003 -0.003 0.001
Si 5.453 10.879 9.524 -0.005 0.005 0
Si 8.169 13.603 9.516 0.004 0 -0.004
Si 10.876 16.322 9.51 0.001 0.001 -0.007
Si 13.584 2.721 9.52 0 0.015 -0.001
Si 10.866 5.444 9.515 0.007 0.002 0.003
Si 13.588 8.161 9.515 -0.001 0.004 0.002
Si 10.873 10.878 9.524 0.003 0.005 -0.002
Si 13.587 13.602 9.537 -0.004 -0.012 0.01
Si 1.352 14.959 10.885 0.011 -0.004 -0.001
Si 4.083 1.355 10.877 -0.001 -0.002 0
Si 1.352 4.092 10.868 -0.011 0.011 -0.001
Si 4.084 6.807 10.875 0.003 -0.002 0.002
Si 1.367 9.53 10.861 0.004 -0.003 -0.009
Si 4.096 12.245 10.88 -0.012 -0.005 -0.003
Si 6.802 14.958 10.871 -0.005 -0.003 -0.003
Si 9.512 1.351 10.873 0.005 -0.007 -0.004
Si 6.809 4.079 10.882 0.001 0.006 0.002
Si 9.524 6.808 10.89 -0.01 0.001 0.002
Si 6.811 9.533 10.898 -0.003 0.004 0.001
Si 9.513 12.24 10.884 0.001 -0.001 -0.008
Si 12.217 14.96 10.887 0.006 0.005 -0.002
Si -1.375 1.36 10.879 -0.013 0.002 0.006
Si 12.221 4.077 10.872 0.003 0.001 0.002
Si -1.37 6.799 10.869 0.011 -0.012 -0.003
Si 12.237 9.52 10.881 0.008 -0.012 -0.002
Si -1.379 12.231 10.888 0.003 0.024 0.005
Si 2.723 16.314 12.235 -0.009 -0.007 0.007
Si 5.455 2.705 12.233 -0.01 0.006 0.001
Si 2.714 5.456 12.224 0.013 0.002 -0.001
Si 5.445 8.165 12.238 -0.02 -0.011 -0.002
Si 2.726 10.891 12.222 0.009 0.006 -0.002
Si 5.459 13.599 12.245 0.006 0.015 -0.004
Si 8.156 16.308 12.236 -0.011 0 -0.008
Si 10.869 2.707 12.232 0.004 0.006 -0.002
Si 8.169 5.443 12.244 0.009 0.006 0.007
Si 10.884 8.173 12.253 0.011 0.005 0.001
Si 8.163 10.899 12.269 0.007 0.014 0.006
Si 10.856 13.596 12.253 -0.012 -0.018 -0.003
Si 13.578 16.318 12.236 0.013 0 0.005
Si -0.006 2.729 12.219 0.025 0.009 -0.005
Si 13.581 5.439 12.22 -0.013 -0.008 -0.004
Si 0.007 8.166 12.206 0.004 0.014 -0.012
Si 13.581 10.873 12.258 -0.019 -0.02 0.009
Si -0.022 13.598 12.233 -0.007 -0.016 0.006
Si 1.349 1.361 13.569 -0.002 0.008 0.011
Si 4.081 4.08 13.551 -0.004 0 0
Si 1.375 6.841 13.582 -0.015 -0.007 0.008
Si 4.091 9.545 13.584 0.003 -0.003 0.002
Si 1.352 12.24 13.573 -0.003 0.012 -0.001
Si 4.097 14.961 13.591 -0.009 -0.009 -0.001
Si 6.815 1.347 13.606 0.001 -0.012 0.004
Si 9.526 4.069 13.596 -0.014 0.006 0.007
Si 6.816 6.815 13.597 0 0.006 -0.001
Si 9.544 9.553 13.62 -0.007 -0.017 -0.004
Si 6.81 12.264 13.643 -0.011 -0.006 0.007
Si 9.476 14.934 13.619 0.009 0.009 -0.002
Si 12.21 1.34 13.602 -0.01 -0.003 0.006
Si -1.376 4.083 13.567 0.005 0.013 0.004
Si 12.241 6.792 13.598 -0.003 0.009 0.005
Si -1.349 9.501 13.579 0.022 -0.024 -0.002
Si 12.2 12.229 13.619 0.016 0.018 0.007
Si -1.396 14.948 13.592 -0.008 -0.007 0.001
Si -0.033 16.328 14.916 0.006 0.009 -0.014
Si 2.733 2.716 14.906 -0.013 -0.01 -0.004
Si -0.017 5.477 14.891 -0.001 0.007 -0.005
Si 2.732 8.216 14.955 0.007 0.005 0.008
Si 0.007 10.865 14.931 0.004 0.007 0.005
Si 2.712 13.604 14.918 -0.003 -0.007 0.003
Si 5.461 16.303 14.97 0.027 -0.011 0.013
Si 8.178 2.709 14.964 0.02 -0.001 0.005
Si 5.441 5.429 14.909 0.002 0.008 -0.011
Si 8.19 8.185 14.952 -0.009 -0.028 -0.005
Si 5.446 10.884 14.969 -0.018 -0.006 0.004
Si 8.135 13.618 15.061 -0.014 0.001 0.029
Si 10.835 16.287 14.958 0.002 0.013 0.002
Si -2.726 2.704 14.924 0.001 0.008 0.009
Si 10.89 5.42 14.957 0.02 0.007 -0.003
Si -2.694 8.138 14.944 -0.008 -0.006 -0.003
Si 10.853 10.911 15.049 -0.024 -0.011 0.027
Si -2.76 13.585 14.96 0.008 0.01 0.004
O 1.03 15.348 20.817 -0.009 0.066 0.257
O 6.641 15.043 20.852 0.123 -0.108 0.498
O -2.226 7.724 21.66 0.04 0.229 0.241
O 8.354 13.193 21.649 0.391 -0.046 -0.138
O -4.442 17.169 27.949 0.196 -0.477 -0.554
O 7.936 3.696 21.723 0.362 0.072 0.194
O 5.712 7.726 28.59 -0.062 0.543 0.096
O 7.408 12.035 28.265 0.29 0.453 -0.209
O 9.825 8.659 26.09 -0.296 -0.019 0.307
O 9.876 12.743 23.694 0.114 0.43 0.236
O 6.468 2.372 25.516 0.222 -0.117 0.343
O -4.308 14.818 23.849 0.007 -0.039 0.361
O 5.204 18.693 29.06 -0.026 -0.111 -0.19
O 8.328 9.586 28.368 -0.269 -0.161 -0.181
O -1.135 17.402 20.818 -0.037 -0.209 0.217
O 10.462 8.043 29.044 -0.123 0.056 -0.365
O 8.918 4.078 27.939 0.127 -0.444 -0.421
O 2.627 13.622 21.953 0.426 -0.235 0.102
O -0.427 13.48 26.013 -0.341 0.083 -0.041
O 9.419 17.92 20.907 -0.111 -0.118 0.168
O 2.062 4.992 26.003 -0.074 -0.217 -0.656
O 0.528 12.327 28.213 -0.21 -0.372 -0.452
O 4.598 16.549 21.604 -0.332 -0.421 0.317
O -2.941 5.134 26.077 -0.124 -0.043 -0.535
O 1.383 4.1 20.782 0.1 0.067 0.544
O -1.249 12.258 20.926 0.016 -0.022 0.352
O 8.569 8.519 21.665 -0.013 0.755 -0.014
O -0.448 7.928 29.041 0.081 0.038 -0.346
O 7.758 6.203 28.559 0.278 0.239 0.125
O 7.579 11.477 23.457 0.114 0.048 0.134
O 11.211 2.752 26.236 -0.147 0.365 -0.211
O -0.353 5.866 21.617 0.171 0.302 0.425
O 9.73 15.988 24.208 0.063 0.003 0.22
O 4.072 6.788 20.753 -0.069 -0.108 0.279
O -4.293 3.599 23.852 -0.189 0.465 0.089
O -4.014 9.413 20.813 -0.237 -0.188 0.283
O 1.332 14.68 27.458 0.029 -0.117 -0.221
O -3.492 11.945 28.264 0.047 0.425 -0.233
O -3.984 6.57 28.016 0.233 -0.106 -0.052
O 0.92 10.785 21.647 -0.154 -0.004 0.244
O 10.677 2.728 28.951 0.423 -0.078 0.3
O -2.214 3.763 28.158 -0.5 -0.095 0.13
O 4.058 6.292 27.124 -0.01 -0.113 -0.03
O 2.966 17.289 23.555 -0.592 0.155 0.088
O -2.503 9.524 28.403 -0.37 -0.133 0.006
O 5.603 4.828 21.563 -0.313 -0.425 0.087
O 6.538 10.481 26.48 -0.172 -0.071 -0.308
O -3.114 14.033 21.606 -0.128 0.574 0.031
O -0.224 18.751 29.16 0.228 0.229 -0.319
O 6.666 4.438 23.97 0.104 0.047 0.156
O 2.351 8.609 21.504 -0.18 -0.3 0.43
O 7.303 16.796 23.778 0.091 0.029 -0.739
O 2.601 16.546 26.082 -0.189 0.591 -0.255
O -2.399 7.649 26.143 -0.257 0.32 0.069
O -0.438 4.361 26.365 0.293 -0.552 -0.068
O 1.032 10.717 25.866 0.065 -0.095 0.633
O 0.988 5.867 28.182 0.514 -0.431 -0.011
O 2.399 9.943 23.703 -0.076 -0.433 0.028
O 2.336 10.715 29.136 0.148 -0.113 -0.165
O 10.771 10.414 24.372 -0.043 -0.518 -0.221
O 5.265 13.434 29.026 -0.026 -0.107 -0.545
O 9.238 11.104 26.491 0.111 0.371 -0.265
O -0.732 9.133 24.81 0.195 0.124 -0.232
O -5.618 13.373 29.077 -0.163 0.064 -0.336
O 11.29 4.535 21.471 -0.033 -0.344 0.097
O 6.141 10.105 21.666 0.371 -0.362 -0.051
O 3.676 15.389 28.229 0.387 0.107 -0.231
O 3.305 2.534 21.487 0.204 0.264 0.186
O -4.81 6.775 25.477 0.07 -0.127 -0.463
O 4.517 4.195 25.571 -0.429 -0.231 -0.526
O 7.296 8.781 23.747 0.013 0.086 0.685
O 11.16 16.415 22.013 0.261 -0.251 0.106
O 7.84 15.724 26.063 -0.3 -0.458 0
O 5.005 16.53 25.023 0.272 -0.239 0.355
O 6.962 16.9 28.236 -0.37 0.008 -0.24
O 10.642 11.107 21.813 -0.217 -0.064 -0.037
O 5.093 8.42 26.048 -0.009 -0.532 -0.425
O 3.476 8.736 28.054 -0.262 0.069 -0.434
O -1.9 13.989 23.92 -0.087 0.58 0.135
O 9.068 6.143 26.265 0.084 -0.128 -0.078
O 9.718 6.574 20.632 -0.238 0.104 0.434
O 3.206 14.786 24.23 0.451 -0.148 0.376
O 2.542 12.375 24.38 0.222 0.064 0.164
O 8.925 15.134 28.32 -0.045 -0.145 -0.185
O 6.821 4.795 26.552 -0.138 -0.037 0.017
O -0.636 11.705 24.159 -0.037 -0.119 -0.498
O 1.637 17.11 28.371 0.214 0.052 -0.389
O 3.438 3.946 28.013 -0.548 0.013 -0.066
O 0.176 6.921 25.982 0.158 0.507 -0.106
O 0.678 14.024 23.671 -0.158 0.516 -0.226
O 3.711 10.664 25.995 -0.022 0.339 0.274
O 5.348 10.336 24.139 -0.41 0.387 -0.085
O 7.74 14.161 24.004 -0.216 0.04 0.115
O -1.133 14.308 28.364 -0.399 -0.231 -0.443
O -2.531 2.676 25.672 0.454 -0.45 -0.18
O -3.883 12.264 23.417 0.534 -0.402 0.347
O 7.506 6.313 22.491 -0.02 0.053 -0.108
O 5.302 2.107 23.21 0.164 0.659 -0.322
O 9.326 17.529 27.245 -0.085 0.106 -0.147
O 9.464 7.249 23.909 0.492 -0.058 -0.111
O -2.776 5.274 22.439 -0.106 0.165 0.188
O -4.429 10.2 26.676 -0.014 -0.13 0.07
O -2.82 15.95 29.315 0.098 0.12 -0.242
O 3.635 10.948 21.487 -0.017 0.478 0.025
O -1.281 6.761 23.893 -0.029 -0.153 0.152
O -4.314 17.367 24.386 0.393 -0.243 0.304
O -2.989 2.774 21.753 -0.128 -0.262 0.401
O -1.768 10.948 26.403 -0.014 0.381 -0.185

Results
total energy: -82019.262 eV
total energy less fixed offsets of O -438.35, Si -107.03 eV per atom: 0.258 eV
